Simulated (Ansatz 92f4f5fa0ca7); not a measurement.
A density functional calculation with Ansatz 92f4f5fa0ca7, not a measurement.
Periodic cell of 208 atoms, Si128O80, from a study of silicon, its oxide and their interface. The atomic structure is a simulated model.
Doubt: the cutoff is far below the 930 eV that the study's wrapper takes by default for these files, so forces and energies are approximate.
This geometry differs little from another in the collection (a relaxation step or a small displacement).

Settings: functional PBE; potential files Ansatz PAW; basis plane waves; wave-function cutoff 580 eV; density cutoff ratio 5; exchange-correlation grid ratio 1; k mesh 1 x 1 x 1, Gamma-centred; self-consistency stop 5e-08 eV per atom in the density residual; occupations fixed; spin none; net charge 0.

Cell vectors (angstrom)
a	10.938	0	0
b	0	10.938	0
c	0.4687	0.8381	30.8413

Atoms: element, x, y, z (angstrom)
Si	2.1201	-0.8152	23.2908
Si	4.8475	1.8911	23.287
Si	1.5611	5.2132	23.3933
Si	4.457	-2.9854	23.3814
Si	-3.6376	-0.254	23.421
Si	-1.2702	2.4892	23.3665
Si	7.4117	4.769	23.4548
Si	-0.7356	-3.5467	23.5093
Si	3.1844	0.8243	24.6159
Si	5.8602	3.5367	24.6728
Si	3.2288	-4.5951	24.6415
Si	6.0624	-1.8774	24.6692
Si	-2.2161	0.9213	24.8215
Si	0.458	3.5537	24.6224
Si	8.6332	6.2622	24.806
Si	0.4835	-1.8937	24.648
Si	1.8347	2.1968	26.0077
Si	4.5456	4.9478	26.0394
Si	1.8465	-3.2561	26.056
Si	4.6063	-0.5187	26.0268
Si	7.2601	2.2353	26.1091
Si	10.0521	4.8875	26.088
Si	7.3058	7.6759	26.0913
Si	-0.8655	-0.5366	26.064
Si	0.4687	0.8381	27.4231
Si	3.2032	3.5726	27.4231
Si	0.4687	6.3071	27.4231
Si	3.2032	-1.8964	27.4231
Si	5.9377	0.8381	27.4231
Si	8.6722	3.5726	27.4231
Si	5.9377	6.3071	27.4231
Si	8.6722	-1.8964	27.4231
Si	1.3673	-1.3673	3.418
Si	4.1018	1.3673	3.418
Si	1.3673	4.1018	3.418
Si	4.1018	-4.1018	3.418
Si	6.8362	-1.3673	3.418
Si	-1.3673	1.3673	3.418
Si	6.8362	4.1018	3.418
Si	-1.3673	6.8362	3.418
Si	2.7087	0.0148	4.8051
Si	5.4813	2.7269	4.7656
Si	2.7105	5.4733	4.7194
Si	5.495	-2.7434	4.7479
Si	-2.7175	0.0134	4.7829
Si	0.007	2.7003	4.7816
Si	8.209	5.4722	4.7959
Si	-0.0245	-2.7079	4.8223
Si	1.3246	1.3303	6.2404
Si	4.0764	4.0918	6.0567
Si	1.3489	-4.1299	6.1283
Si	4.1465	-1.3383	6.0891
Si	-4.0631	1.4172	6.1491
Si	-1.3779	4.0695	6.1349
Si	6.8561	-4.0907	6.1683
Si	-1.3663	-1.3229	6.2453
Si	-0.3375	0.3258	7.6512
Si	2.5731	2.9199	7.4454
Si	0.2789	-5.8227	7.3968
Si	3.0004	-2.9594	7.304
Si	5.7472	-0.1968	7.4012
Si	-2.5857	2.6281	7.5788
Si	5.1811	5.6948	7.3534
Si	-2.983	-2.4843	7.5256
Si	1.836	-0.5291	28.7903
Si	4.5705	2.2054	28.7903
Si	1.836	4.9399	28.7903
Si	4.5705	7.6744	28.7903
Si	7.305	-0.5291	28.7903
Si	-0.8985	2.2054	28.7903
Si	7.305	4.9399	28.7903
Si	10.0395	-3.2636	28.7903
Si	3.2032	0.8381	30.1576
Si	5.9377	3.5726	30.1576
Si	3.2032	6.3071	30.1576
Si	5.9377	-1.8964	30.1576
Si	-2.2658	0.8381	30.1576
Si	0.4687	3.5726	30.1576
Si	8.6722	-4.6309	30.1576
Si	0.4687	-1.8964	30.1576
Si	1.3673	1.3673	0.6835
Si	4.1018	4.1018	0.6835
Si	1.3673	6.8362	0.6835
Si	4.1018	-1.3673	0.6835
Si	6.8362	1.3673	0.6835
Si	-1.3673	4.1018	0.6835
Si	6.8362	-4.1018	0.6835
Si	-1.3673	-1.3673	0.6835
Si	0	0	2.0507
Si	2.7345	2.7345	2.0507
Si	0	5.469	2.0507
Si	2.7345	-2.7345	2.0507
Si	5.469	0	2.0507
Si	8.2035	2.7345	2.0507
Si	5.469	5.469	2.0507
Si	8.2035	-2.7345	2.0507
Si	0.1622	-5.0866	10.2818
Si	0.9967	-0.7727	20.4159
Si	7.2922	4.4991	14.4951
Si	6.8705	-4.6718	12.0456
Si	0.2834	1.3526	15.9223
Si	3.9415	0.2094	12.4103
Si	2.7511	5.0098	20.5889
Si	-2.0076	-2.9811	10.5201
Si	2.3117	0.5139	18.0563
Si	8.539	1.0508	21.0321
Si	4.922	-0.7082	18.4775
Si	0.0037	-0.7365	10.659
Si	6.448	4.0041	9.7564
Si	5.6224	1.8121	20.3715
Si	6.9246	-3.0449	19.0841
Si	5.6761	6.1724	21.1701
Si	8.6577	-2.2525	16.808
Si	-1.4299	-2.535	20.6871
Si	-0.7025	4.2095	15.3378
Si	4.6087	4.4302	15.784
Si	1.0226	1.0409	12.9935
Si	2.5217	-4.6176	14.2263
Si	4.4352	1.6232	9.6813
Si	5.6726	2.0953	14.2487
Si	2.1867	-2.8294	10.1515
Si	3.8722	3.2322	18.5296
Si	4.2501	-2.8757	12.3622
Si	0.2076	-4.0159	16.3029
Si	0.9845	-3.5538	19.3173
Si	6.7975	-0.024	16.2836
Si	-1.8863	0.3765	18.0152
Si	0.8446	4.2056	12.7152
O	0.9669	-3.608	17.6862
O	-0.3639	5.4041	16.3868
O	4.542	2.9206	15.1179
O	2.3628	-2.2443	8.6441
O	8.5996	3.7078	23.0349
O	3.2329	2.3329	8.8344
O	7.7309	3.3333	8.9571
O	1.4577	4.0546	7.8869
O	2.0869	4.5277	21.9945
O	1.5578	0.5996	16.6099
O	2.4571	0.262	13.0931
O	0.1776	-0.1925	9.1273
O	0.3285	4.5213	11.201
O	-0.4547	-5.4272	8.8165
O	-2.3801	-3.0992	8.9312
O	-0.572	-1.1382	20.7026
O	-1.4547	-1.4727	10.8397
O	6.7236	5.3041	22.0629
O	1.6487	-2.1732	19.883
O	3.2795	-1.9308	22.9047
O	-1.6176	-3.0352	22.2232
O	5.2501	-3.4226	21.999
O	5.429	-4.0029	12.4303
O	0.4302	-4.5904	22.9556
O	3.2574	1.8276	18.0214
O	3.588	5.5288	15.1631
O	7.5666	-5.2251	13.4293
O	3.6324	-2.9269	10.8614
O	4.3073	5.3738	20.8598
O	4.6197	2.1336	21.6568
O	-0.573	-3.647	19.832
O	4.6038	-1.285	12.6073
O	-1.7627	0.8691	19.5427
O	1.2996	2.6416	12.7777
O	7.7217	-1.3155	15.8158
O	5.667	4.9873	8.7355
O	5.2266	0.5532	8.7553
O	8.6128	4.0236	15.335
O	7.6469	-3.3771	11.4263
O	6.1475	4.9622	15.583
O	0.1303	0.4634	11.7519
O	4.9375	1.2932	13.0721
O	1.9035	6.2109	19.9233
O	-1.178	1.7703	21.8722
O	4.0968	-4.0897	7.8213
O	5.4582	2.7835	10.2378
O	6.5584	1.0056	15.0736
O	6.4134	-4.4356	19.7519
O	-0.973	1.098	16.9019
O	-0.3542	4.5182	13.7732
O	1.6021	-4.3492	10.1111
O	5.5926	-2.1188	18.9295
O	1.1976	-1.8157	10.9578
O	-1.4805	1.4754	8.0371
O	5.9693	0.694	23.2392
O	2.0582	5.23	13.0927
O	3.7809	0.7209	10.8668
O	5.3702	-0.4437	16.9223
O	7.6694	-3.278	17.6349
O	8.0196	-0.2689	21.9077
O	5.3017	2.9678	19.2673
O	3.3019	-0.7669	18.2794
O	3.1799	-3.3223	13.5021
O	1.285	-3.9765	15.0822
O	1.2078	0.3922	19.2739
O	0.2741	2.986	15.8189
O	6.843	4.9702	11.0229
O	7.5325	0.7134	17.5432
O	1.6332	-0.2387	21.8212
O	2.7211	3.7924	19.5266
O	0.1889	0.7862	14.3876
O	4.1724	4.2905	17.3398
O	6.717	3.206	13.6591
O	-0.8757	-4.0563	10.9774
O	5.3176	0.3618	19.6616
O	8.0152	-2.3549	20.0811
O	7.1841	1.9597	20.8212
O	-1.0849	-3.0284	16.0169
O	-1.5718	-1.2314	17.8891
O	6.8208	-1.3444	7.9397

Results
free energy: -126870.836 eV
free energy less fixed offsets of O -568.88, Si -635.61 eV per atom: -2.356 eV

Forces (eV/angstrom), in the order of the atoms: element, x, y, z
Si	0.0537	-0.0086	0.0481
Si	-0.0011	-0.3034	-0.0181
Si	-0.0923	0.0547	0.0389
Si	0.0312	0.0838	-0.0524
Si	-0.1866	0.1929	-0.0976
Si	-0.1403	0.2315	-0.0525
Si	0.1598	-0.139	0.009
Si	-0.0067	-0.1045	0.0496
Si	0.1055	0.0355	-0.0819
Si	0.0492	0.074	0.1399
Si	0.0043	-0.0392	0.0986
Si	-0.0581	0.0019	0.0155
Si	-0.0708	-0.0408	0.1691
Si	-0.0263	0.0094	-0.0039
Si	0.0822	-0.018	-0.0299
Si	0.0051	0.0326	0.0536
Si	-0.0396	-0.025	-0.0067
Si	-0.0178	-0.0168	-0.0814
Si	-0.017	0.0047	-0.0564
Si	-0.0665	-0.06	-0.0185
Si	0.0239	0.0098	-0.0957
Si	0.0098	0.0473	-0.0747
Si	0.006	-0.0019	0.0046
Si	0.0621	0.0216	-0.0521
Si	0.1999	0.0288	-0.0145
Si	-0.1519	-0.0223	-0.2043
Si	0.0873	-0.0769	-0.0183
Si	0.2223	0.1309	-0.1187
Si	-0.1807	-0.0239	0.2651
Si	-0.1186	-0.0607	0.4106
Si	-0.1616	-0.1003	0.0326
Si	0.1234	0.0774	0.0879
Si	-0.0795	-0.0101	0.1669
Si	-0.145	-0.0178	0.0443
Si	-0.2107	-0.2257	-0.2808
Si	0.061	0.0379	-0.2953
Si	0.2036	0.1243	-0.1507
Si	0.1109	-0.1142	-0.2206
Si	0.074	0.0832	-0.0202
Si	-0.0273	0.1526	0.1521
Si	-0.0039	-0.0273	0.0273
Si	-0.0118	0.0149	0.0621
Si	0.008	-0.0078	0.14
Si	0.0104	0.0129	0.0794
Si	0.0259	-0.0305	0.0997
Si	-0.0193	0.0003	0.0496
Si	0.0107	0.0051	0.0327
Si	0.0357	-0.0401	0.0456
Si	0.0116	0.0541	0.0025
Si	-0.044	0.0329	-0.0087
Si	0.0334	0.0091	-0.0888
Si	0.0216	-0.0371	-0.042
Si	0.0372	-0.0337	-0.0544
Si	0.0165	-0.0551	-0.032
Si	-0.0494	0.0282	0.0034
Si	-0.1027	0.0499	-0.0113
Si	-0.1584	0.1171	0.0018
Si	-0.0364	0.0455	-0.1098
Si	0.0849	-0.1026	0.0272
Si	0.0631	-0.0865	-0.0189
Si	0.1541	-0.1056	0.0517
Si	0.1016	-0.1057	0.0152
Si	-0.0292	0.0229	-0.125
Si	-0.0606	0.1324	-0.0648
Si	0.0834	0.0685	-0.0128
Si	0.0102	-0.0854	-0.0042
Si	-0.0341	0.0083	-0.0074
Si	-0.0417	-0.0077	-0.0152
Si	0.002	0.0458	-0.0052
Si	-0.0901	-0.0183	-0.0018
Si	0.0647	0.0161	0.0114
Si	0.0019	-0.0048	-0.0126
Si	-0.0147	0.0274	-0.0116
Si	-0.0153	0.0229	-0.0338
Si	0.0267	-0.005	-0.0135
Si	0.0202	-0.0344	-0.0239
Si	0.0253	-0.0287	-0.003
Si	0.0128	0.0122	-0.0162
Si	-0.0409	0.009	-0.0138
Si	0.0012	-0.0075	-0.0374
Si	0.0219	-0.0457	0.0207
Si	0.0135	-0.0046	0.0185
Si	-0.0041	-0.0043	0.0192
Si	-0.0059	0.0327	0.0044
Si	-0.0187	0.0259	0.0223
Si	-0.0381	0.0212	0.0094
Si	0.0117	0.0095	0.027
Si	0.0151	-0.027	0.0155
Si	-0.0434	0.0295	-0.0156
Si	-0.016	0.0259	-0.0166
Si	0.0131	-0.051	0.0197
Si	0.0425	-0.0158	0.0178
Si	-0.0088	-0.0691	0.0265
Si	0.0377	0.0209	0.0152
Si	-0.0173	0.0137	-0.0082
Si	0.0071	0.0385	-0.007
Si	0.0011	0.0246	0.0941
Si	0.0033	0.0048	-0.0651
Si	0.0024	0.027	-0.006
Si	-0.0057	0.0061	0.0449
Si	0.0127	-0.0186	-0.0145
Si	-0.0082	-0.0128	0.047
Si	0.0072	-0.0111	-0.1004
Si	0.0131	0.0253	0.0822
Si	0.0116	0.0215	-0.0299
Si	-0.0305	0.0022	-0.0359
Si	0.0055	0.006	-0.0483
Si	-0.0273	-0.0299	0.0488
Si	0.0053	-0.0083	0.0508
Si	0.0068	0.0284	-0.0447
Si	0.0001	-0.016	-0.0603
Si	0.0277	-0.0165	-0.0455
Si	-0.015	-0.0033	-0.0188
Si	-0.0079	-0.0062	-0.0772
Si	0.0101	0.0035	-0.0106
Si	-0.0047	-0.0055	0.0233
Si	0.0025	-0.0063	0.0251
Si	0.0085	0.002	0.0065
Si	0.0153	0.0037	0.0325
Si	-0.0141	-0.0399	0.0061
Si	-0.0155	-0.0088	0.1137
Si	0.0073	-0.0114	-0.0335
Si	0.0099	-0.0057	0.035
Si	0.0074	0.0165	-0.0094
Si	-0.0062	0.006	-0.0532
Si	-0.0234	-0.0017	-0.0066
Si	0.0073	0.0064	-0.0162
Si	-0.0073	-0.0059	0.0323
O	-0.0047	-0.0034	0.0055
O	-0.0022	-0.0208	0.0104
O	0.0137	0.001	-0.0097
O	0.0004	0.0063	-0.0223
O	0.0522	0.0305	0.0485
O	0.034	-0.0413	0.0434
O	-0.0379	0.0422	0.0098
O	-0.0336	0.0375	-0.0242
O	0.0292	-0.0169	-0.0325
O	-0.018	0.0074	-0.0015
O	-0.0008	0.0022	-0.0154
O	0.0067	-0.0172	-0.0047
O	0.0081	-0.0122	-0.0238
O	0.0036	0.0069	-0.0261
O	0.0158	-0.0132	0.0161
O	-0.0012	0.0122	0.0589
O	0.0063	0.0067	-0.0477
O	-0.0614	0.045	-0.0406
O	0.0031	-0.015	0.0508
O	0.0135	-0.0045	0.0473
O	-0.0051	0.0249	-0.0171
O	0.0239	-0.0513	0.0068
O	-0.0122	0.007	-0.0231
O	0.0053	-0.0251	0.0154
O	-0.0104	-0.0079	0.0236
O	-0.0024	0.0008	-0.0039
O	0.0017	-0.0268	0.0145
O	0.0138	0.0038	-0.0339
O	-0.0082	0.0001	0.0589
O	0.0289	0.0059	0.013
O	0.0107	-0.0047	0.0454
O	-0.0044	0.0058	-0.0249
O	-0.0115	-0.0107	-0.0049
O	-0.0036	0.0031	-0.018
O	-0.0016	-0.0002	-0.0009
O	0.0344	-0.0365	0.0481
O	-0.0474	0.0287	-0.0194
O	0.0003	0.001	0.0067
O	-0.0163	-0.0061	-0.0317
O	-0.0054	-0.0078	0.0043
O	0.0085	0.0259	-0.0204
O	0.0251	0.0303	0.0136
O	0.0008	0.0082	0.0557
O	-0.006	-0.0109	-0.0049
O	-0.0546	0.0615	0.0078
O	-0.0033	-0.0008	-0.0366
O	-0.0163	0.0218	-0.0182
O	-0.0072	-0.0037	0.0382
O	0.0062	0.0088	0.0076
O	-0.0056	-0.0014	-0.0063
O	0.0024	-0.0076	-0.0565
O	-0.002	0.0059	0.0371
O	0.0041	0.0055	-0.0545
O	0.0132	0.0246	-0.0239
O	0.0327	-0.0451	0.0347
O	0.0017	0.0153	-0.0008
O	-0.0069	-0.0108	-0.0151
O	0.0261	0.0061	-0.002
O	0.0113	0.0101	0.0105
O	0.0257	0.0304	0.0092
O	-0.0065	0.0143	0.0239
O	0.0058	-0.0027	0.0278
O	-0.0088	-0.0121	0.0021
O	-0.0019	-0.0026	-0.0038
O	-0.0029	0.0023	0.0316
O	-0.0118	0.0078	0.0214
O	0.0031	0.0195	-0.0264
O	0.0034	-0.0051	0.0167
O	-0.0266	0.0133	-0.017
O	0.006	0.0003	0.0402
O	-0.0071	0.0083	0.0043
O	0.005	0.0098	-0.0028
O	0.0033	-0.0145	-0.0045
O	0.0027	-0.0083	-0.0576
O	-0.0106	-0.0364	0.022
O	-0.0118	0.0059	0.0429
O	0.0167	-0.0182	0.0443
O	0.0079	-0.006	0.0018
O	-0.0027	-0.0003	0.031
O	-0.0375	-0.0164	-0.0293

The program warned: the cutoff lies below the one the program advises for these potential files; the exchange-correlation potential is rough where the density is thin.
